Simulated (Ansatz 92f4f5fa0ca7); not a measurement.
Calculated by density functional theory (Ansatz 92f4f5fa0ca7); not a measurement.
Periodic cell of 192 atoms, Si128O64, from a study of silicon, its oxide and their interface. The atomic structure is a simulated model.
This geometry differs little from another in the collection (a relaxation step or a small displacement).

Settings
functional: r2SCAN
potential files: Ansatz PAW
basis: plane waves
wave-function cutoff: 800 eV
density cutoff ratio: 5
exchange-correlation grid ratio: 1
k mesh: 1 x 1 x 1, shifted by 0.5 0.5 0 of a step
self-consistency stop: 1e-10 eV per atom in the density residual
occupations: fixed
spin: none
net charge: 0

Cell vectors (angstrom)
a  10.888  0  0
b  0  10.888  0
c  0  0  28.6107

Atoms: element, x, y, z (angstrom)
Si  0.15  -0.2134  0.5094
Si  2.4134  2.8091  0.1142
Si  0.1474  5.0358  -0.1598
Si  2.2367  8.4674  0.1759
Si  5.5997  -0.1044  -0.0011
Si  7.812  3.1176  -0.0218
Si  5.6613  5.4219  -0.0419
Si  7.9946  8.6769  0.0615
Si  1.377  1.3843  1.6255
Si  4.0532  4.1419  1.2164
Si  1.143  6.7548  1.3016
Si  3.998  9.5914  1.3025
Si  6.7561  1.454  1.3162
Si  9.4546  4.112  1.3292
Si  6.8827  6.9145  1.2748
Si  9.4588  9.5086  1.6902
Si  -0.1019  2.7613  2.7836
Si  2.7714  0.0012  2.8444
Si  -0.097  8.0289  2.8608
Si  2.666  5.4804  2.6209
Si  5.3689  2.7765  2.6736
Si  8.0992  0.1342  2.8028
Si  5.411  8.2121  2.6367
Si  8.1737  5.5284  2.7077
Si  1.3344  4.1261  4.0547
Si  4.1053  1.4047  4.1356
Si  1.3407  9.4782  4.0915
Si  4.0543  6.8251  4.0049
Si  6.7788  4.1205  4.0163
Si  9.4817  1.4117  4.1723
Si  6.7406  9.5751  4.0661
Si  9.4648  6.7542  4.2286
Si  -0.0141  -0.012  5.4407
Si  2.6933  2.7523  5.4315
Si  0.0046  5.4229  5.5044
Si  2.7233  8.1519  5.443
Si  5.4409  0.0277  5.4859
Si  8.118  2.7802  5.4669
Si  5.415  5.4643  5.3873
Si  8.1085  8.2066  5.4572
Si  1.3626  1.3534  6.7852
Si  4.0818  4.0965  6.7833
Si  1.374  6.799  6.8274
Si  4.0741  9.5271  6.8037
Si  6.8121  1.3778  6.8345
Si  9.5227  4.0712  6.8376
Si  6.77  6.808  6.7836
Si  9.5187  9.5282  6.814
Si  0.0083  2.6939  8.1593
Si  2.7253  0.0024  8.1564
Si  0.0058  8.1641  8.1715
Si  2.7404  5.436  8.1736
Si  5.4402  2.7368  8.1675
Si  8.184  0.008  8.1799
Si  5.4328  8.1563  8.1535
Si  8.1607  5.4602  8.148
Si  1.3832  4.0485  9.5074
Si  4.1015  1.347  9.5197
Si  1.388  9.5192  9.5204
Si  4.1033  6.7942  9.5309
Si  6.8272  4.0894  9.5162
Si  9.5696  1.3431  9.5361
Si  6.8209  9.4939  9.4967
Si  9.5334  6.787  9.5196
Si  0.0363  -0.0287  10.892
Si  2.7396  2.6961  10.8848
Si  0.0298  5.4161  10.8563
Si  2.7587  8.162  10.886
Si  5.4802  -0.0365  10.8538
Si  8.2156  2.7306  10.8605
Si  5.4766  5.4427  10.8894
Si  8.1671  8.1371  10.8786
Si  1.4093  1.3128  12.2599
Si  4.1203  4.0633  12.2178
Si  1.389  6.7814  12.2043
Si  4.1502  9.4969  12.2578
Si  6.8901  1.307  12.1634
Si  9.5818  4.0692  12.2502
Si  6.8245  6.7907  12.2851
Si  9.5529  9.4783  12.2113
Si  0.045  2.6732  13.6021
Si  2.7887  -0.0524  13.6173
Si  0.0091  8.1126  13.5625
Si  2.7691  5.4559  13.5632
Si  5.5182  2.6393  13.4734
Si  8.2441  -0.0284  13.5685
Si  5.4965  8.167  13.6853
Si  8.2236  5.4346  13.6136
Si  1.4333  4.0348  14.8948
Si  4.2129  1.3023  14.9055
Si  1.3922  9.4551  14.9145
Si  4.0919  6.8122  15.0177
Si  6.9029  3.9445  14.8359
Si  9.6388  1.2699  14.9819
Si  6.9183  9.5443  15.0079
Si  9.5611  6.7887  15.0169
Si  -0.0117  -0.2521  16.3532
Si  3.0937  2.9223  16.1286
Si  0.2395  5.5302  16.2298
Si  2.3601  7.859  16.317
Si  5.7656  0.2286  16.3323
Si  8.0269  2.3924  16.2352
Si  5.3189  5.101  16.0452
Si  8.5618  8.4929  16.3378
Si  1.573  17.701  21.6435
Si  31.1274  -20.571  26.8862
Si  -5.4289  16.8904  18.7572
Si  3.6408  1.3349  20.8436
Si  -5.6539  21.0305  19.2949
Si  -2.6676  29.0884  24.1171
Si  -1.5947  7.0555  21.4256
Si  -25.1846  -2.7569  19.2787
Si  -28.81  -17.5387  25.2573
Si  -9.3715  -28.2329  23.3943
Si  14.0791  7.9288  19.1033
Si  -22.6666  -7.3069  18.4085
Si  3.4284  29.7906  23.6562
Si  -5.4662  3.9137  20.8536
Si  8.7744  20.3746  25.9062
Si  36.6935  1.5451  26.4201
Si  10.7743  32.9801  24.631
Si  23.291  -9.3553  18.4658
Si  -0.6635  -16.6119  25.3195
Si  -7.2326  -4.2008  26.5728
Si  -0.9418  -29.8356  23.4314
Si  -13.3626  -50.3523  21.0617
Si  27.2612  -26.7137  23.296
Si  13.8238  32.8138  23.7455
O  -3.0112  18.8836  -10.8851
O  -11.2957  37.945  -1.6899
O  -8.082  12.7607  -1.1766
O  -6.2855  -18.7723  -2.6291
O  -15.0571  -1.2532  -0.3617
O  10.682  1.2898  -2.6647
O  -5.9819  22.2946  -8.3788
O  -8.8816  7.7489  -5.7061
O  9.1835  6.3476  -3.63
O  24.2534  8.5758  -10.8118
O  6.1544  -5.268  -11.2533
O  36.2424  -20.9185  -3.5676
O  0.7083  -16.3985  -4.1575
O  8.9831  7.8358  -5.8119
O  -12.9161  3.2  -6.29
O  4.9779  -27.9632  -9.0744
O  14.9963  -4.0907  18.4213
O  9.6571  -7.1696  24.7835
O  -14.8523  -26.1634  23.682
O  8.7932  18.8606  20.1935
O  -16.6887  11.4937  27.2112
O  -10.8937  6.8381  21.3432
O  -0.995  -20.5665  23.5854
O  -1.1651  9.5591  16.8241
O  19.3618  -16.1201  21.4695
O  -17.495  -18.973  21.0567
O  5.1101  -0.3748  17.7137
O  21.0477  20.6406  25.0656
O  -10.0784  -10.6096  17.6866
O  -4.1705  -1.3511  19.5635
O  22.9423  -1.2463  28.3067
O  4.183  4.0493  16.5917
O  1.9801  5.2999  22.1027
O  -7.8299  -16.5863  26.3204
O  22.0845  13.449  18.7322
O  21.4347  -6.0158  17.6072
O  -5.809  6.3679  27.3303
O  -11.8329  33.2911  28.253
O  6.4715  -14.8708  19.6289
O  17.8591  14.3723  20.635
O  -7.2731  18.3883  25.1772
O  8.537  2.5524  27.2189
O  13.1708  18.1747  20.2689
O  1.3498  10.9441  24.0416
O  5.4675  4.8854  22.1197
O  2.5951  2.2248  17.5023
O  3.1793  -10.0197  22.3224
O  -6.3309  -3.6915  22.8334
O  12.1593  -7.0186  28.2418
O  2.755  -3.253  27.4932
O  8.7753  -7.9384  17.5679
O  9.4361  14.8892  19.8385
O  -23.7604  -2.2694  27.2872
O  14.5352  20.4855  23.6369
O  -3.0991  -2.2617  24.9642
O  1.3502  6.6287  16.6849
O  13.2299  12.0979  19.8411
O  4.1225  -12.7142  19.7526
O  0.5501  -18.5468  22.9195
O  -4.0141  12.2448  16.7847
O  -8.0891  -7.1253  24.1263
O  15.8735  5.1674  24.61
O  19.1873  -10.7654  26.2512
O  28.5148  4.2643  28.0698

Results
free energy: -118374.963 eV
free energy less fixed offsets of O -570.45, Si -639.56 eV per atom: -2.483 eV

Forces (eV/angstrom), in the order of the atoms: element, x, y, z
Si  -0.0001  0.001  -0.0003
Si  0.0011  0.0019  0.0022
Si  0.0019  -0.0015  0.0026
Si  0.0009  0.0002  0.0025
Si  0  -0.0017  0.0015
Si  0  0.0008  0.0007
Si  -0.0007  -0.0005  0.0007
Si  -0.0005  0.0004  0
Si  -0.0003  0  -0.0002
Si  0.0001  -0.0005  -0.0005
Si  -0.0002  -0.0003  -0.0009
Si  0  0.0002  -0.0012
Si  0.0003  0.0003  -0.0004
Si  -0.0002  -0.0002  0
Si  0.0004  0  0.0001
Si  -0.0002  -0.0001  -0.0006
Si  -0.0006  -0.0002  0.0007
Si  0.0009  -0.0001  -0.0002
Si  0  -0.001  0.0005
Si  0.0003  -0.0007  -0.0007
Si  -0.0001  0.0003  0.0007
Si  -0.0002  0.0005  -0.0002
Si  -0.0003  -0.0001  -0.001
Si  -0.0001  0.0001  0.0001
Si  0.0004  -0.0001  0.0002
Si  0.0003  -0.0003  -0.0002
Si  0.0001  -0.0004  0.0004
Si  -0.0002  -0.0001  0.0002
Si  0  -0.0003  0.0007
Si  -0.0001  0.0003  -0.0005
Si  -0.0001  -0.0002  0
Si  0.0004  -0.0008  -0.0004
Si  0.0002  -0.0002  0.0012
Si  0.0003  0.0002  0.0005
Si  -0.0002  -0.0004  0.0002
Si  0  -0.0002  0.0003
Si  0.0002  -0.0003  0.0001
Si  -0.0003  -0.0002  0.0003
Si  0.0002  -0.0005  -0.0003
Si  0  0.0001  0.0007
Si  0  -0.0002  0.0003
Si  0.0001  -0.0002  0
Si  0  -0.0002  -0.0001
Si  0  -0.0002  -0.0001
Si  0.0002  0.0001  -0.0001
Si  -0.0001  -0.0002  -0.0001
Si  0.0004  -0.0004  0.0001
Si  0  -0.0002  0
Si  -0.0002  -0.0005  0.0002
Si  -0.0001  -0.0001  0.0001
Si  -0.0003  -0.0002  0.0002
Si  0.0001  -0.0006  0.0002
Si  -0.0002  -0.0003  0.0001
Si  0.0002  -0.0004  0.0003
Si  0.0001  -0.0004  0.0001
Si  -0.0002  -0.0002  0.0001
Si  0  0  0.0001
Si  0.0003  -0.0004  0.0003
Si  0.0002  -0.0006  0.0004
Si  0.0002  -0.0004  0
Si  0.0002  -0.0005  0.0001
Si  0  0  0.0003
Si  0.0001  -0.0001  0.0003
Si  0.0001  -0.0005  0.0001
Si  0.0003  -0.0003  0.0005
Si  0  -0.0002  0.0004
Si  0.0003  -0.0003  -0.0002
Si  0  -0.0005  0.0002
Si  0.0003  -0.0001  -0.0001
Si  0.0001  -0.0004  -0.0001
Si  0.0004  -0.001  0.0004
Si  -0.0001  -0.0002  0.0003
Si  0.0003  0  0.0002
Si  0.0002  -0.0002  0.0001
Si  0.0006  -0.0006  -0.0003
Si  0.0004  -0.0005  0.0005
Si  0.0006  -0.0001  -0.0001
Si  0.0001  -0.0005  0.0007
Si  0  -0.0002  -0.0003
Si  0.0003  0.0002  -0.0004
Si  0.0003  -0.0003  -0.0003
Si  0.0001  0.0001  0.0001
Si  -0.0003  -0.0003  0.0009
Si  0.002  -0.0004  0.0007
Si  -0.0004  -0.0008  0.0009
Si  0.0002  0  0.0008
Si  -0.0002  -0.0011  0.0001
Si  0.0002  -0.0008  -0.0005
Si  0.0001  0.0001  -0.0006
Si  -0.0002  0.0001  -0.0002
Si  0.0001  -0.0001  -0.0006
Si  0.0003  -0.0011  -0.0001
Si  0.0001  -0.0003  -0.0014
Si  0  -0.0016  -0.0003
Si  0.0004  -0.0004  -0.0002
Si  0.0007  0.0002  -0.0004
Si  0.0015  -0.0006  0.0051
Si  -0.002  -0.0021  0.0073
Si  0.0009  -0.0021  0.0065
Si  -0.0004  0.0024  0.0063
Si  -0.0008  -0.0016  0.0076
Si  0.001  0.0006  0.0061
Si  0.0008  -0.0005  0.004
Si  -0.0013  -0.0004  0.0067
Si  -0.0002  0.0006  -0.0009
Si  0  0.0009  -0.0012
Si  0.0039  0.0106  0.0013
Si  0.0014  -0.0006  0.0013
Si  0.0007  0.0002  0.005
Si  -0.0001  -0.0006  -0.0029
Si  -0.0002  -0.0017  -0.0006
Si  -0.0007  0.0006  0.004
Si  0.0002  0.0001  -0.0006
Si  0.0006  -0.0004  -0.0016
Si  0.0015  0.0001  0.0039
Si  0.0006  0.0005  0.0066
Si  0.001  -0.004  -0.0021
Si  0.0007  -0.0073  0.0015
Si  0.0003  -0.0011  -0.0015
Si  0.0002  0.0009  0.002
Si  0.0009  0.0006  -0.0019
Si  0.0007  0.0003  0.0055
Si  0.0014  0.0006  -0.003
Si  0.0013  -0.0023  0.0015
Si  -0.0003  0.0021  -0.0029
Si  -0.0006  -0.0005  -0.0003
Si  0.0014  0.0031  0.0011
Si  0.0016  -0.0008  -0.0014
O  0.0028  0  -0.0083
O  -0.0011  -0.0007  -0.0027
O  0.0004  -0.0008  -0.0022
O  0.001  -0.0007  -0.0002
O  -0.0001  0.0003  0.0003
O  -0.0005  -0.0001  0.0012
O  0.0009  -0.0008  -0.0014
O  -0.0001  -0.0004  -0.0008
O  0.0014  0.0001  0.0029
O  -0.001  -0.0014  -0.0052
O  0.0033  -0.0043  -0.0038
O  -0.0002  0.0003  -0.0006
O  0.0013  0  0.0013
O  0.0014  0.0012  0.002
O  0.0009  0.0004  -0.0018
O  -0.0069  -0.0044  0.0046
O  -0.0028  0.0045  -0.0027
O  0  -0.0002  0.0004
O  0.0024  0.0012  0.0004
O  0.0007  0.0007  -0.0011
O  -0.0007  0.0007  -0.0009
O  0.0004  0.0003  -0.0003
O  0.0027  0.0002  0.0023
O  0.0005  -0.0001  -0.0016
O  0.0015  0.0017  0.0021
O  -0.0002  -0.0013  0
O  0.0014  0.0012  -0.0064
O  0.0004  0.0007  0.0007
O  -0.002  -0.0023  -0.0053
O  0.0002  0.0003  0.0001
O  -0.0007  0.0008  -0.0006
O  0.0009  -0.0005  -0.0001
O  0.0006  -0.0001  0.0002
O  -0.0018  -0.0002  0.0029
O  0.0013  -0.0002  -0.0015
O  0.0006  0.0015  -0.0062
O  -0.0009  0.0011  -0.0014
O  0.0006  -0.0001  0.0008
O  0.0007  -0.0001  -0.0012
O  0.0018  -0.0007  -0.001
O  0.0005  0.001  -0.0004
O  0.0005  -0.0006  -0.0003
O  0.0016  0  -0.0016
O  -0.0005  0.0003  0.0006
O  -0.0004  0.0016  0.0113
O  0.0018  0.0007  -0.0077
O  0.0004  0.0006  -0.0008
O  0.0011  0.0004  0.0001
O  -0.001  0.0016  -0.0008
O  -0.0002  -0.0012  -0.0024
O  -0.0023  -0.0028  -0.0059
O  0.0016  0.0011  -0.0044
O  0.0009  0.0005  -0.0015
O  0.0016  -0.002  0.0012
O  0.0002  0.0006  0.0006
O  -0.0007  -0.0015  -0.0018
O  -0.0017  0.0004  -0.0035
O  -0.0004  0.0005  -0.0005
O  0.0014  0.0012  0.0008
O  0.0004  0  -0.0025
O  0.0014  0.0004  -0.0004
O  -0.0003  0.0001  0.01
O  -0.0008  0.0004  -0.0001
O  0.0005  -0.0003  0.0003

The program warned: the cutoff lies below the one the program advises for these potential files; the forces do not sum to zero within the program's tolerance; empty levels may hold ghost states of the PAW files; the exchange-correlation potential is rough where the density is thin.
